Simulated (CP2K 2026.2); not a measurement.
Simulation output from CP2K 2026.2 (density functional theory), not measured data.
Periodic cell of 504 atoms, Si360O144, from a study of silicon, its oxide and their interface. The atomic structure is a simulated model.
Doubt: the forces sum to 3.03 eV/angstrom along one axis rather than to zero, so they err by at least 0.0060 eV/angstrom per atom on average; the grid cutoff is modest.

Settings
functional: PBE
method: Gaussian and plane waves
basis set: DZVP-MOLOPT-SR-GTH
pseudopotentials: GTH-PBE
grid cutoff: 350 Ry, relative cutoff 50 Ry
k points: Gamma only
occupations: fixed
spin: none
net charge: 0

Cell vectors (angstrom)
a	16.32	0	0
b	0	16.32	0
c	-2.8385	2.2965	33.6477

Atoms and the computed forces on them: element, x, y, z (angstrom), force x, y, z (eV/angstrom)
Si	-1.782	17.599	33.631	0.046	-0.064	0.809
Si	4.082	1.61	0.013	0.027	-0.261	0.787
Si	-1.109	6.026	33.453	-0.223	0.281	0.746
Si	1.052	9.449	33.592	0.053	-0.228	0.688
Si	1.577	9.354	0.045	-0.206	0.088	0.685
Si	4.467	11.898	0.038	-0.252	0.172	0.784
Si	7.039	14.693	0.218	-0.059	0.123	0.791
Si	9.405	1.437	0.58	0.016	-0.03	0.686
Si	7.294	3.72	0.114	-0.352	0.276	0.696
Si	9.83	6.576	0.09	-0.184	0.117	0.8
Si	6.654	9.639	0.115	0.28	-0.118	0.758
Si	9.291	12.552	0.238	0.041	-0.228	0.782
Si	12.383	14.591	0.049	-0.09	0.327	0.76
Si	12.265	3.466	33.445	-0.229	0.139	0.734
Si	11.937	4.229	0.02	0.228	-0.141	0.756
Si	11.7	9.339	33.527	0.362	-0.21	0.566
Si	12.397	9.417	0.137	-0.257	0.139	0.671
Si	14.56	12.412	0.345	0.191	0.125	0.704
Si	2.763	16.35	1.242	0.02	0.008	-0.045
Si	5.515	2.794	1.39	0.038	0.017	-0.026
Si	2.732	5.449	1.141	0.006	-0.018	-0.035
Si	5.437	8.14	1.405	0.013	0.014	-0.048
Si	2.76	10.893	1.338	0.034	0.012	-0.052
Si	5.459	13.514	1.434	-0.008	-0.027	-0.053
Si	8.093	16.228	1.65	-0.015	-0.075	-0.022
Si	10.918	2.806	1.597	0.059	0.031	-0.027
Si	8.25	5.426	1.398	0.008	0.034	-0.066
Si	10.878	8.183	1.419	0.029	-0.009	-0.012
Si	8.172	10.864	1.42	-0.014	0.016	-0.053
Si	10.861	13.623	1.557	0.014	-0.014	-0.054
Si	13.564	16.315	1.205	0.013	-0.005	-0.044
Si	0.029	2.704	1.131	0.016	-0.01	-0.053
Si	13.577	5.391	1.25	-0.034	0.018	-0.025
Si	-0.07	8.124	1.208	-0.049	-0.016	-0.031
Si	13.466	10.873	1.644	-0.033	-0.009	0.003
Si	-0.033	13.666	1.323	-0.006	0.005	-0.075
Si	1.376	1.39	2.614	-0.007	-0.009	0.015
Si	4.097	4.177	2.644	-0.038	-0.001	0.02
Si	1.316	6.749	2.568	0.013	0.013	0.002
Si	4.078	9.522	2.751	0.01	0.014	0.043
Si	1.368	12.283	2.647	-0.026	-0.014	-0.011
Si	4.047	14.946	2.664	0.016	0.024	-0.012
Si	6.727	1.369	2.836	0.021	0.039	0.02
Si	9.534	4.144	2.895	-0.033	-0.005	0.026
Si	6.812	6.762	2.711	0.038	0.007	0.002
Si	9.507	9.505	2.779	0.003	0.01	-0.008
Si	6.814	12.192	2.825	0.01	-0.011	0.032
Si	9.544	14.958	2.937	-0.01	-0.001	0.057
Si	12.318	1.336	2.725	0.004	-0.036	-0.007
Si	15.009	4.056	2.569	-0.001	-0.006	-0.037
Si	12.282	6.786	2.713	-0.009	-0.008	0.015
Si	15	9.488	2.729	0.043	-0.004	0.013
Si	12.12	12.221	2.939	-0.051	0.014	0.05
Si	14.915	15.007	2.692	-0.027	0.005	0.027
Si	0.008	16.357	4.024	0.02	-0.03	-0.038
Si	2.727	2.761	3.99	-0.006	-0.004	-0.027
Si	0.004	5.41	3.991	0.002	0.032	0.013
Si	2.672	8.119	4.004	-0.009	0.007	-0.022
Si	0.035	10.893	4.036	-0.006	-0.007	0.011
Si	2.704	13.61	4.054	0.023	-0.011	0.013
Si	5.361	16.299	4.11	0.006	-0.017	-0.02
Si	8.143	2.722	4.155	0.026	0.017	-0.008
Si	5.437	5.453	4.085	-0.011	-0.02	0.006
Si	8.142	8.137	4.1	-0.024	-0.001	-0.017
Si	5.427	10.851	4.147	0.008	-0.003	-0.006
Si	8.159	13.557	4.199	0.006	-0.025	-0.028
Si	10.94	16.362	4.162	-0.026	0.015	-0.014
Si	13.684	2.719	4.029	-0.012	0.024	-0.01
Si	10.932	5.496	4.162	-0.005	0.017	-0.005
Si	13.639	8.131	4.087	-0.026	0.007	-0.02
Si	10.801	10.831	4.227	0.005	0.006	0.015
Si	13.592	13.628	4.117	0.024	0.026	-0.048
Si	1.367	14.969	16.31	-0.011	0.011	0.007
Si	4.086	1.385	16.311	0.007	0.002	0.007
Si	1.382	4.108	16.323	0.002	0.012	0.008
Si	4.084	6.801	16.318	0.001	0.007	0.002
Si	1.382	9.521	16.295	0.008	0.001	0.011
Si	4.093	12.239	16.327	-0.002	0.01	0.003
Si	6.81	14.969	16.311	0.012	0	0.006
Si	9.512	1.382	16.348	0.006	-0.009	0.005
Si	6.815	4.083	16.341	0.016	0	0.001
Si	9.487	6.793	16.314	-0.018	0	0.003
Si	6.797	9.521	16.341	-0.001	0.004	0.003
Si	9.51	12.212	16.303	0	-0.001	-0.003
Si	12.246	14.962	16.313	0.002	0.001	0.005
Si	-1.368	1.316	16.269	0.012	-0.013	-0.009
Si	12.199	4.076	16.297	-0.003	-0.006	0.013
Si	-1.366	6.798	16.305	-0.006	-0.014	-0.002
Si	12.237	9.5	16.32	0.006	0.003	0.014
Si	-1.349	12.254	16.283	-0.004	-0.006	0.003
Si	2.753	16.321	17.655	-0.019	-0.003	0.026
Si	5.411	2.764	17.692	0.016	-0.008	-0.011
Si	2.753	5.461	17.722	-0.002	-0.012	0.008
Si	5.415	8.168	17.687	0.007	0.017	0.02
Si	2.716	10.885	17.676	-0.001	-0.017	0.03
Si	5.502	13.571	17.673	0.001	0.012	-0.006
Si	8.114	16.365	17.689	-0.01	-0.011	0.03
Si	10.874	2.742	17.722	-0.025	0.031	0.02
Si	8.186	5.418	17.72	-0.014	-0.019	0.033
Si	10.828	8.155	17.668	0.026	-0.014	0.018
Si	8.155	10.882	17.712	-0.012	0.01	0.003
Si	10.897	13.554	17.624	0.008	-0.015	0.019
Si	13.605	16.318	17.691	0	0.001	0.02
Si	-0.004	2.687	17.572	-0.007	-0.006	0.002
Si	13.531	5.463	17.628	0.032	0.011	0.003
Si	0.048	8.131	17.635	-0.027	0.012	-0.003
Si	13.648	10.862	17.627	0.004	0.025	0.016
Si	-0.025	13.633	17.66	0.02	-0.015	0.009
Si	1.363	1.38	18.962	-0.002	-0.007	-0.022
Si	4.085	4.099	19.125	-0.005	-0.006	0.009
Si	1.398	6.836	19.065	0.011	0.018	0.002
Si	4.07	9.542	19.069	-0.008	-0.023	0
Si	1.338	12.273	18.99	-0.006	0.013	-0.019
Si	4.176	14.971	18.981	0.019	0.015	-0.019
Si	6.757	1.455	19.074	0.027	-0.02	-0.005
Si	9.567	4.108	19.158	0.014	0.016	-0.002
Si	6.756	6.763	19.014	-0.006	-0.005	-0.016
Si	9.514	9.523	19.064	0.012	0.015	0.012
Si	6.797	12.206	19.118	-0.024	0.008	-0.013
Si	9.493	14.913	18.916	-0.015	0.002	-0.046
Si	12.259	1.377	19.052	0.014	0.011	-0.028
Si	-1.418	4.029	18.857	-0.029	-0.023	-0.041
Si	12.154	6.79	19.034	-0.012	-0.035	-0.014
Si	-1.298	9.491	18.963	0.006	0.008	-0.013
Si	12.289	12.2	18.983	0.008	0.006	-0.018
Si	-1.38	14.952	19.077	0.007	-0.014	0
Si	0.019	16.359	20.345	-0.024	-0.004	0.031
Si	2.658	2.731	20.408	-0.023	0.01	0.06
Si	-0.039	5.348	20.156	0.038	-0.025	0.022
Si	2.702	8.235	20.498	0.013	0.006	0.035
Si	0.014	10.872	20.35	0.017	0.018	0.024
Si	2.802	13.6	20.266	-0.022	-0.039	0.028
Si	5.43	16.371	20.422	-0.043	0.01	0.047
Si	8.107	2.809	20.487	-0.03	0.042	0.046
Si	5.416	5.489	20.512	-0.005	0.022	0.069
Si	8.112	8.126	20.337	-0.01	0.003	0.026
Si	5.421	10.855	20.514	0.034	-0.008	0.051
Si	8.204	13.596	20.388	0.006	-0.046	0.049
Si	10.853	16.256	20.242	0.023	-0.024	0.059
Si	13.615	2.784	20.387	0.003	0.003	0.064
Si	10.927	5.47	20.602	-0.008	-0.011	0.056
Si	13.581	8.166	20.252	0	0.039	0.022
Si	10.977	10.83	20.381	0.037	-0.011	0.034
Si	13.591	13.545	20.432	0.004	-0.018	0.044
Si	1.638	15.153	21.513	-0.154	0.018	-0.734
Si	3.739	17.441	21.718	0.213	0.093	-0.766
Si	1.027	3.906	21.642	0.198	0.015	-0.791
Si	4.242	7.067	21.842	-0.158	-0.15	-0.815
Si	1.594	9.896	21.794	-0.073	-0.191	-0.799
Si	3.844	12.108	21.762	0.214	0.062	-0.708
Si	7.085	15.238	21.647	-0.188	-0.186	-0.789
Si	9.318	17.422	21.526	0.011	0.164	-0.753
Si	7.056	4.488	21.88	-0.16	-0.279	-0.779
Si	9.291	6.73	21.785	0.281	0.005	-0.807
Si	6.561	9.167	21.74	0.007	0.265	-0.789
Si	9.85	12.436	21.628	-0.186	-0.048	-0.75
Si	11.939	14.716	21.63	0.233	0.037	-0.78
Si	-1.097	1.654	21.641	-0.088	-0.184	-0.802
Si	12.651	4.369	21.881	-0.321	-0.131	-0.769
Si	-1.539	6.565	21.39	-0.103	-0.013	-0.681
Si	12.537	9.64	21.738	-0.22	-0.035	-0.775
Si	-1.591	11.888	21.702	0.067	0.257	-0.74
Si	13.524	17.452	26.267	-0.076	0.086	-0.074
Si	1.214	10.545	26.693	0.081	0.125	-0.061
Si	8.22	13.221	28.79	-0.117	0.078	-0.053
Si	1.293	8.905	30.67	0.157	-0.057	0.054
Si	7.343	7.772	29.568	-0.025	-0.054	0.052
Si	11.26	15.866	27.551	-0.008	-0.087	-0.151
Si	5.889	13.324	23.707	-0.112	0.023	0.015
Si	3.732	15.329	25.74	-0.049	0.078	0.045
Si	5.808	3.21	30.215	-0.003	0.046	0.114
Si	-2.158	6.761	27.853	-0.007	-0.077	-0.012
Si	5.393	6.083	30.944	-0.066	-0.024	0.161
Si	10.872	8.282	24.057	-0.024	-0.019	-0.214
Si	9.334	5.52	28.538	0.063	-0.134	0.111
Si	9.69	1.968	24.317	0.07	-0.046	-0.012
Si	2.128	17.128	29.26	0.089	0.047	0.008
Si	7.033	3.222	24.572	-0.06	0.072	0.003
Si	11.555	6.185	26.368	-0.072	-0.052	-0.033
Si	-1.394	16.463	30.856	0.048	-0.022	0.115
Si	-0.273	4.703	28.298	0.012	0.069	0.096
Si	6.246	14.365	26.649	0.096	-0.061	0.029
Si	-0.184	13.755	23.621	-0.033	-0.006	-0.132
Si	12.724	9.869	30.917	-0.084	-0.123	-0.23
Si	-0.987	10.621	30.099	-0.147	0.055	-0.008
Si	-0.934	6.619	30.471	-0.108	-0.146	0.066
Si	6.718	4.272	27.562	0.075	0.042	0.008
Si	0.068	8.064	23.682	0.049	0.061	-0.036
Si	10.277	13.514	26.484	0.021	-0.112	-0.102
Si	0.989	12.875	28.351	0.029	0.112	0.1
Si	4.378	5.946	28.099	0.1	0.044	-0.031
Si	13.449	10.324	28.073	-0.186	-0.024	0.166
Si	12.222	3.43	24.942	-0.015	0.063	-0.259
Si	9.644	10.616	25.88	-0.03	0.02	0.024
Si	5.543	9.716	28.621	0.08	0.058	0.064
Si	13.888	16.004	23.627	0.037	0.038	-0.195
Si	3.005	2.427	31.534	0.087	0.095	0.174
Si	5.71	10.795	31.594	0.01	-0.001	0.171
Si	12.763	14.889	29.782	-0.033	0.045	-0.012
Si	2.193	5.858	23.913	-0.036	0.054	-0.197
Si	4.918	17.614	24.483	-0.131	0.004	-0.007
Si	1.141	14.763	30.617	0.059	0.033	0.161
Si	12.885	12.701	31.819	0.255	0.054	0.113
Si	2.265	4.422	26.689	-0.104	-0.078	-0.04
Si	7.823	13.181	31.659	0.073	-0.07	0.117
Si	7.96	11.068	23.606	0.033	0.003	-0.058
Si	8.802	15.802	25.963	0.055	-0.089	0.019
Si	2.977	8.656	27.995	-0.023	-0.057	0.16
Si	-0.612	17.893	28.398	-0.084	-0.006	0.063
Si	-1.895	12.959	28.549	-0.132	-0.137	0.043
Si	8.077	2.307	31.809	0.02	-0.113	0.077
Si	1.842	13.185	25.736	0.041	-0.063	-0.019
Si	-1.36	9.045	26.133	-0.045	0.014	-0.051
Si	3.044	17.904	26.716	0.013	0.026	-0.071
Si	10.184	4.581	31.362	0.086	0.044	0.186
Si	8.219	10.293	28.489	0.006	-0.164	-0.089
Si	1.343	14.976	5.404	-0.008	0.001	-0.007
Si	4.024	1.38	5.422	-0.015	0.007	-0.008
Si	1.365	4.082	5.385	0.013	0.003	-0.009
Si	4.051	6.809	5.412	0.016	0.012	-0.005
Si	1.365	9.507	5.401	0	0.011	-0.014
Si	4.06	12.251	5.442	0	0.018	-0.002
Si	6.765	14.96	5.468	0.021	0.014	-0.008
Si	9.536	1.379	5.489	0.003	0.003	0.012
Si	6.772	4.088	5.472	-0.001	-0.003	-0.008
Si	9.527	6.823	5.487	0.002	0.012	-0.007
Si	6.789	9.489	5.481	0.011	0.008	0.003
Si	9.484	12.209	5.572	-0.029	-0.027	0.017
Si	12.265	14.975	5.508	-0.013	-0.019	-0.019
Si	15.005	1.38	5.433	-0.007	-0.006	-0.015
Si	12.296	4.064	5.426	0.013	-0.017	-0.011
Si	14.988	6.758	5.415	0.009	0	0.001
Si	12.26	9.48	5.47	0.003	0.001	-0.017
Si	14.979	12.239	5.418	0.004	-0.002	0.003
Si	2.689	16.33	6.79	-0.013	0.015	0.003
Si	5.409	2.711	6.8	0.014	0	-0.002
Si	2.711	5.435	6.772	-0.009	-0.005	-0.001
Si	5.411	8.14	6.811	-0.007	0.018	-0.001
Si	2.711	10.868	6.785	0.012	-0.012	0.005
Si	5.415	13.599	6.822	-0.006	-0.015	-0.006
Si	8.154	16.317	6.811	0.014	0.005	-0.007
Si	10.913	2.74	6.813	-0.024	-0.01	-0.004
Si	8.155	5.444	6.817	0.003	-0.004	-0.002
Si	10.89	8.159	6.849	-0.011	0.012	0.001
Si	8.122	10.843	6.879	0.013	0.019	0.005
Si	10.89	13.601	6.848	-0.009	-0.002	-0.011
Si	13.638	16.347	6.817	-0.003	-0.003	-0.004
Si	0.028	2.736	6.79	0.009	-0.01	0.013
Si	13.631	5.422	6.801	0.013	0.011	-0.001
Si	0.007	8.149	6.77	-0.009	-0.004	-0.003
Si	13.617	10.878	6.792	-0.002	0	-0.008
Si	0.007	13.603	6.782	-0.001	0.006	-0.006
Si	1.356	1.366	8.165	-0.004	-0.006	0.012
Si	4.062	4.08	8.153	-0.012	-0.001	0.003
Si	1.362	6.797	8.142	0.011	0.016	0.006
Si	4.069	9.521	8.161	0.013	0.013	0.008
Si	1.359	12.236	8.146	-0.009	0.004	-0.002
Si	4.059	14.974	8.158	0.012	0.002	-0.006
Si	6.789	1.362	8.157	0.001	0	-0.003
Si	9.529	4.086	8.165	0.016	0.002	-0.005
Si	6.787	6.795	8.171	-0.002	0	-0.001
Si	9.525	9.511	8.206	-0.003	0.007	0.007
Si	6.769	12.238	8.192	0	-0.018	0.001
Si	9.512	14.961	8.181	-0.007	-0.006	-0.002
Si	12.257	1.367	8.171	0.001	0.009	0.005
Si	14.983	4.076	8.165	-0.01	-0.002	0.012
Si	12.258	6.777	8.167	-0.016	-0.008	-0.009
Si	14.97	9.505	8.145	0.001	0.003	-0.003
Si	12.259	12.23	8.174	0.004	0.004	-0.003
Si	14.979	14.962	8.16	0	-0.002	0.003
Si	0.004	16.322	9.526	0.001	0.005	0.003
Si	2.717	2.722	9.525	0.001	-0.006	0
Si	0.011	5.445	9.521	-0.002	0	-0.001
Si	2.713	8.156	9.513	-0.002	-0.006	0
Si	0.003	10.872	9.506	-0.006	-0.001	0.001
Si	2.713	13.6	9.514	0.003	-0.003	0.004
Si	5.433	16.322	9.52	0.002	-0.005	0.002
Si	8.159	2.72	9.511	0.002	-0.003	-0.004
Si	5.427	5.432	9.519	0.007	-0.011	0
Si	8.152	8.148	9.537	0.014	0.007	0.005
Si	5.421	10.873	9.538	-0.005	0.016	0.008
Si	8.15	13.597	9.534	0.003	-0.004	-0.002
Si	10.884	16.325	9.522	0	0.001	-0.003
Si	13.613	2.725	9.528	0.005	0	0.006
Si	10.887	5.435	9.531	-0.008	0.009	0.005
Si	13.608	8.154	9.517	-0.002	0.011	-0.001
Si	10.889	10.883	9.54	-0.009	0.001	0.003
Si	13.614	13.602	9.52	-0.002	-0.001	-0.006
Si	1.365	14.962	10.88	-0.011	0.007	-0.002
Si	4.083	1.364	10.882	0.001	0.008	0.003
Si	1.363	4.083	10.885	0.001	-0.002	0.004
Si	4.073	6.799	10.875	0.001	0.014	-0.005
Si	1.36	9.519	10.875	0.002	0.003	-0.001
Si	4.07	12.245	10.886	0.007	-0.01	0.002
Si	6.792	14.962	10.886	0.006	0.002	-0.003
Si	9.517	1.362	10.876	-0.003	-0.004	-0.001
Si	6.795	4.077	10.873	0.002	0.008	0.001
Si	9.519	6.79	10.885	0.002	-0.011	0.001
Si	6.796	9.519	10.887	-0.001	0.005	-0.002
Si	9.518	12.242	10.891	0.006	0.01	0.005
Si	12.244	14.958	10.875	0	-0.014	0.004
Si	14.962	1.359	10.885	-0.011	-0.007	0.001
Si	12.246	4.077	10.888	0	-0.012	-0.005
Si	14.965	6.798	10.881	0.003	0.001	0.001
Si	12.247	9.511	10.884	-0.006	0.003	0.002
Si	14.968	12.232	10.872	0.002	0.002	-0.003
Si	2.723	16.325	12.24	0.007	-0.015	-0.002
Si	5.445	2.721	12.243	0.004	-0.012	0
Si	2.724	5.441	12.244	-0.002	0	-0.003
Si	5.435	8.156	12.235	0.007	-0.006	0
Si	2.722	10.875	12.239	-0.007	0.015	0.002
Si	5.435	13.602	12.246	-0.002	-0.006	0.001
Si	8.161	16.322	12.24	-0.003	0	0
Si	10.873	2.72	12.239	-0.001	0	0.003
Si	8.15	5.436	12.236	0.005	-0.003	0
Si	10.88	8.151	12.239	-0.012	0.009	-0.003
Si	8.158	10.879	12.247	0.007	-0.001	0.001
Si	10.882	13.605	12.242	-0.003	0.012	0
Si	13.596	16.32	12.238	0.005	0.007	-0.002
Si	0	2.722	12.241	-0.005	-0.001	-0.006
Si	13.605	5.437	12.245	-0.008	0.008	0.004
Si	0	8.163	12.237	-0.002	0	-0.006
Si	13.602	10.881	12.237	0.009	-0.002	0.001
Si	0.009	13.59	12.227	-0.006	-0.003	-0.005
Si	1.368	1.372	13.596	-0.016	0.004	-0.004
Si	4.096	4.09	13.603	0.004	-0.002	0.002
Si	1.357	6.802	13.594	-0.004	0.007	-0.004
Si	4.089	9.519	13.598	0.008	-0.002	-0.007
Si	1.372	12.241	13.594	0.001	-0.01	0.003
Si	4.077	14.965	13.604	-0.007	0.019	0.003
Si	6.803	1.359	13.603	0.019	-0.01	-0.002
Si	9.503	4.077	13.593	-0.01	0.004	-0.009
Si	6.793	6.801	13.595	-0.003	0.009	-0.006
Si	9.515	9.506	13.597	0.011	0	0.004
Si	6.8	12.244	13.605	-0.006	0.006	0.003
Si	9.528	14.97	13.602	0.002	-0.01	-0.004
Si	12.227	1.357	13.596	-0.007	-0.008	0
Si	14.959	4.072	13.606	0.014	-0.009	0.002
Si	12.237	6.794	13.6	0.006	-0.004	0
Si	14.962	9.525	13.595	-0.01	0.008	0.005
Si	12.234	12.235	13.598	-0.007	0.006	0.006
Si	14.965	14.949	13.573	0.006	-0.01	-0.011
Si	0.01	16.302	14.923	-0.01	-0.002	0
Si	2.727	2.741	14.955	-0.001	-0.015	0
Si	0.003	5.439	14.956	-0.008	0.009	-0.001
Si	2.729	8.153	14.946	-0.009	-0.002	0
Si	0.014	10.883	14.945	-0.001	0.012	0
Si	2.728	13.596	14.965	-0.005	-0.005	0.001
Si	5.438	16.325	14.959	-0.004	-0.013	0.001
Si	8.157	2.72	14.967	-0.009	-0.003	0.008
Si	5.457	5.444	14.973	0.014	0.013	-0.002
Si	8.14	8.161	14.96	0	-0.009	-0.005
Si	5.445	10.878	14.966	0.002	-0.005	0.01
Si	8.171	13.606	14.954	0.013	0.019	0.003
Si	10.872	16.334	14.978	-0.005	-0.002	0.008
Si	13.582	2.712	14.954	-0.001	0.002	0.001
Si	10.852	5.442	14.946	-0.001	-0.007	-0.003
Si	13.6	8.16	14.948	0.007	0.001	0.003
Si	10.878	10.857	14.952	-0.014	0.002	0.003
Si	13.6	13.607	14.939	0.014	0.004	0.007
O	6.423	4.087	23.341	-0.387	0.03	0.21
O	0.08	4.937	33.152	0.075	-0.038	-0.466
O	2.662	16.273	22.132	-0.07	0.037	0.427
O	4.385	11.253	32.397	-0.123	-0.306	-0.212
O	12.034	8.855	23.081	0.186	-0.051	0.242
O	13.41	2.342	33.054	0.117	-0.07	-0.584
O	9.329	11.57	22.911	0.281	-0.126	0.269
O	6.407	9.585	32.401	0.042	-0.031	-0.222
O	5.454	4.736	33.597	-0.098	-0.062	-0.325
O	12.528	15.51	22.92	-0.352	0.144	0.471
O	10.67	15.763	33.302	0.113	0.15	-0.486
O	12.069	8.821	31.977	0.214	-0.677	-0.161
O	4.409	6.451	32.184	-0.116	0.309	-0.536
O	8.175	9.174	29.673	0.455	0.099	0.62
O	10.145	1.713	22.793	0.578	0.363	-0.108
O	10.24	5.943	27.271	-0.159	0.048	-0.319
O	1.25	14.754	32.214	0.01	0.405	-0.094
O	13.635	10.771	22.201	-0.041	0.047	0.251
O	-1.617	5.262	27.598	-0.464	-0.171	-0.337
O	8.799	17.262	32.283	0.012	-0.372	-0.541
O	8.21	5.593	22.258	0.261	0.047	0.338
O	9.206	3.309	31.267	-0.083	-0.029	-0.214
O	2.008	2.817	26.539	-0.412	0.05	0.071
O	6.057	8.167	28.644	-0.062	-0.453	-0.222
O	12.157	13.601	32.907	0.05	-0.103	-0.027
O	2.723	13.049	33.304	-0.131	0.222	-0.474
O	7.24	14.363	32.566	0.151	0.344	-0.207
O	4.453	12.904	23.063	-0.379	0.019	0.209
O	13.432	15.848	30.89	-0.24	0.26	0.45
O	3.581	7.233	27.533	-0.22	-0.025	-0.666
O	12.339	3.753	23.358	-0.193	-0.285	0.186
O	6.678	3.779	26.032	-0.332	0.118	-0.024
O	13.757	5.548	22.174	0.156	0.076	0.334
O	13.834	14.463	28.634	0.026	0.238	-0.224
O	3.492	17.592	32.542	-0.298	-0.098	-0.424
O	-0.812	12.384	23.05	-0.152	-0.477	0.373
O	6.017	13.448	25.315	0.059	-0.165	0.224
O	8.07	7.732	33.254	0.04	-0.093	-0.367
O	-1.466	17.387	27.15	0.407	-0.072	-0.072
O	3.334	17.623	28.295	0.373	0.177	0.269
O	9.077	12.486	32.421	0.326	0.304	-0.332
O	-1.026	16.957	32.338	0.476	-0.074	-0.131
O	6.618	7.154	30.874	0.242	0.108	0.364
O	0.531	10.325	30.466	0.297	0.529	0.231
O	11.344	7.16	25.104	0.042	-0.143	-0.057
O	2.304	15.675	29.94	0.631	-0.336	0.162
O	-0.078	10.599	33.219	-0.044	-0.063	-0.495
O	3.506	6.491	23.189	0.027	0.087	0.512
O	-1.595	6.418	31.937	-0.391	0.243	-0.236
O	5.42	8.123	22.3	0.063	0.118	0.434
O	-0.327	3.128	28.326	-0.107	-0.071	-0.233
O	0.787	17.1	28.364	-0.024	-0.459	-0.247
O	10.532	10.471	33.364	-0.112	-0.159	0.043
O	13.479	9.627	26.6	-0.4	0.102	-0.29
O	1.924	13.658	27.294	0.445	0.529	0.181
O	2.595	5.094	25.266	0.42	0.066	-0.073
O	4.67	16.022	24.603	0.07	-0.245	-0.223
O	1.977	11.559	25.664	0.489	-0.356	-0.285
O	0.209	7.732	30.568	0.215	-0.125	0.102
O	8.228	10.994	25.191	-0.346	0.003	0.422
O	6.173	4.652	30.882	0.31	0.025	0.094
O	8.171	13.911	30.249	0.029	0.428	-0.129
O	1.814	8.954	32.213	0.435	-0.219	-0.088
O	13.576	16.304	25.155	0.04	-0.278	0.214
O	6.734	10.464	27.83	-0.05	0.478	-0.438
O	3.037	14.035	25.076	0.324	-0.13	-0.661
O	2.413	8.659	29.527	0.446	-0.267	0.192
O	10.954	2.452	25.165	0.054	-0.04	0.293
O	-0.024	2.768	22.196	0.163	0.114	0.291
O	13.344	11.939	27.874	-0.285	0.189	-0.475
O	4.751	14.937	26.962	-0.048	0.023	0.793
O	12.067	4.781	25.784	0.222	0.033	0.085
O	2.689	11.04	22.251	0.165	-0.032	0.477
O	9.717	16.263	27.238	-0.303	0.334	0.493
O	1.047	14.259	22.724	0.284	-0.218	0.092
O	8.483	11.685	29.209	0.441	-0.064	0.316
O	9.321	14.333	25.44	-0.043	-0.349	-0.753
O	6.683	12.063	31.47	0.035	0.233	-0.381
O	4.338	1.995	25.83	0.43	0.602	0.32
O	2.199	3.54	32.382	0.1	0.329	-0.284
O	1.242	13.327	29.875	-0.053	-0.279	0.279
O	4.372	6.087	29.701	-0.408	0.37	0.122
O	11.583	4.09	32.069	0.078	-0.067	-0.378
O	-1.137	7.757	27.086	0.48	-0.126	0.064
O	-2.114	7.076	29.449	-0.597	0.439	0.147
O	11.573	14.474	26.719	0.778	0.004	-0.149
O	10.348	9.528	24.94	0.108	0.109	0.172
O	12.24	17.087	27.178	-0.096	0.163	0.033
O	-1.413	12.195	29.941	0.06	0.122	0.581
O	7.247	15.618	26.355	-0.234	0.55	0.136
O	-0.59	7.358	22.417	0.027	0.19	0.035
O	-1.178	8.483	24.627	-0.316	-0.076	-0.2
O	3.545	4.634	27.647	0.132	-0.503	0.282
O	6.835	12.126	23.231	-0.128	-0.13	-0.539
O	9.767	7.58	23.098	-0.112	0.297	0.448
O	1.124	7.011	24.313	-0.123	0.066	0.434
O	1.941	18.184	30.466	-0.565	0.148	0.144
O	10.272	5.096	29.812	0.303	0.037	-0.318
O	7.416	2.948	33.114	-0.078	-0.27	0.203
O	-1.937	12.464	32.429	0.166	0.413	-0.237
O	1.885	9.093	26.893	-0.048	-0.572	-0.277
O	8.221	16.333	22.075	0.109	-0.019	0.428
O	7.434	9.655	23.037	-0.051	-0.401	0.483
O	-1.378	10.004	28.651	0.245	-0.171	-0.242
O	6.458	14.671	23.033	0.168	0.155	0.553
O	5.908	5.688	27.597	0.351	0.646	-0.136
O	1.551	4.763	22.913	0.012	0.121	0.241
O	4.139	9.783	27.869	-0.234	0.605	-0.368
O	4.298	2.925	30.709	-0.07	0.235	-0.328
O	5.33	10.287	30.119	-0.195	0.139	0.079
O	8.409	6.764	28.955	0.155	0.127	-0.073
O	12.213	11.281	31.511	-0.52	-0.045	0.183
O	5.35	15.941	33.362	-0.038	0.2	-0.226
O	-1.983	9.858	31.135	0.393	-0.339	0.292
O	9.514	13.574	27.914	0.295	0.037	0.398
O	8.625	3.175	24.378	0.352	0.596	-0.21
O	10.882	13.588	22.183	-0.056	-0.084	0.211
O	-0.233	5.302	29.812	0.461	-0.371	0.21
O	12.513	13.464	30.454	-0.436	-0.294	-0.251
O	-0.288	10.255	26.2	-0.057	0.549	-0.21
O	12.443	9.805	29.284	-0.526	-0.054	-0.275
O	0.41	13.556	25.093	-0.241	-0.071	0.391
O	8.268	4.392	28.05	0.063	-0.614	-0.202
O	0.898	9.363	23.174	0.053	0.271	0.498
O	-0.336	15.359	30.347	-0.276	-0.364	-0.548
O	2.607	16.436	26.143	-0.513	-0.229	-0.142
O	9.324	9.993	27.345	0.461	-0.195	0.068
O	6.886	2.107	30.734	-0.022	-0.537	-0.121
O	12.659	6.867	27.323	-0.212	0.587	0.481
O	11.467	15.572	29.134	-0.312	0.309	0.352
O	-1.342	14.846	23.545	0.035	0.044	0.116
O	-0.504	13.143	27.775	0.134	0.06	-0.529
O	1.267	11.293	28.139	0.335	-0.487	0.336
O	6.885	13.531	27.897	-0.242	-0.087	0.001
O	0.998	5.128	27.397	0.027	0.304	0.092
O	5.956	3.276	28.601	-0.303	-0.396	-0.273
O	6.464	1.713	24.416	0.282	-0.416	0.075
O	9.032	16.931	24.86	-0.158	-0.24	-0.006
O	10.533	11.983	26.035	0.722	-0.121	-0.297
O	9.576	5.763	32.3	0.181	0.215	-0.17
O	-1.851	17.337	22.932	-0.135	0.268	0.52
O	13.455	2.593	25.569	0.673	0.286	0.235
O	4.203	1.812	23.124	-0.129	0.685	0.179
O	-1.39	17.663	29.792	-0.571	0.599	0.08

Results
total energy: -101650.671 eV
total energy less fixed offsets of O -438.35, Si -107.03 eV per atom: 2.529 eV
